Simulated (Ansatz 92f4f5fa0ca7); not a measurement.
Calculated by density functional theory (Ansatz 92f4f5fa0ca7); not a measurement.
Periodic cell of 223 atoms, Si133O90, from a study of silicon, its oxide and their interface. The atomic structure is a simulated model.
Doubt: the cutoff is far below the 930 eV that the study's wrapper takes by default for these files, so forces and energies are approximate.
This geometry differs little from another in the collection (a relaxation step or a small displacement).

Settings
functional: PBE
potential files: Ansatz PAW
basis: plane waves
wave-function cutoff: 580 eV
density cutoff ratio: 5
exchange-correlation grid ratio: 1
k mesh: 1 x 1 x 1, Gamma-centred
self-consistency stop: 5e-08 eV per atom in the density residual
occupations: fixed
spin: none
net charge: 0

Cell vectors (angstrom)
a  10.938  0  0
b  0  10.938  0
c  0  0  32.5185

Atoms: element, x, y, z (angstrom)
Si  0.2927  -0.169  25.1145
Si  5.2864  0.2641  25.1461
Si  2.8811  2.3066  24.9947
Si  8.0991  3.1841  25.0198
Si  -0.1183  5.9223  25.0142
Si  5.652  5.2747  25.078
Si  2.4117  8.4325  25.0569
Si  8.2803  7.8434  24.9922
Si  1.4351  1.2759  26.5361
Si  6.9125  1.4829  26.313
Si  3.9569  4.0982  26.2242
Si  9.7305  4.2052  26.3252
Si  1.3012  6.9939  26.5172
Si  6.8368  6.7643  26.4707
Si  4.1141  9.5449  26.3288
Si  9.4641  9.5932  26.1989
Si  2.8046  -0.0824  27.8097
Si  8.1844  0.0247  27.6768
Si  0.0263  2.7359  27.7319
Si  5.4298  2.7917  27.6787
Si  2.6927  5.4855  27.7036
Si  8.2617  5.4277  27.7705
Si  -0.1245  8.3224  27.762
Si  5.4694  8.1984  27.7326
Si  4.1018  1.3673  29.1003
Si  9.5708  1.3673  29.1003
Si  1.3673  4.1018  29.1003
Si  6.8362  4.1018  29.1003
Si  4.1018  6.8362  29.1003
Si  9.5708  6.8362  29.1003
Si  1.3673  9.5708  29.1003
Si  6.8362  9.5708  29.1003
Si  0  0  30.4675
Si  5.469  0  30.4675
Si  2.7345  2.7345  30.4675
Si  8.2035  2.7345  30.4675
Si  0  5.469  30.4675
Si  5.469  5.469  30.4675
Si  2.7345  8.2035  30.4675
Si  8.2035  8.2035  30.4675
Si  1.3673  1.3673  31.8348
Si  6.8362  1.3673  31.8348
Si  4.1018  4.1018  31.8348
Si  9.5708  4.1018  31.8348
Si  1.3673  6.8362  31.8348
Si  6.8362  6.8362  31.8348
Si  4.1018  9.5708  31.8348
Si  9.5708  9.5708  31.8348
Si  2.7345  0  0.6835
Si  8.2035  0  0.6835
Si  0  2.7345  0.6835
Si  5.469  2.7345  0.6835
Si  2.7345  5.469  0.6835
Si  8.2035  5.469  0.6835
Si  0  8.2035  0.6835
Si  5.469  8.2035  0.6835
Si  4.1018  1.3673  2.0507
Si  9.5708  1.3673  2.0507
Si  1.3673  4.1018  2.0507
Si  6.8362  4.1018  2.0507
Si  4.1018  6.8362  2.0507
Si  9.5708  6.8362  2.0507
Si  1.3673  9.5708  2.0507
Si  6.8362  9.5708  2.0507
Si  0  0  3.418
Si  5.469  0  3.418
Si  2.7345  2.7345  3.418
Si  8.2035  2.7345  3.418
Si  0  5.469  3.418
Si  5.469  5.469  3.418
Si  2.7345  8.2035  3.418
Si  8.2035  8.2035  3.418
Si  1.3914  1.3492  4.7931
Si  6.8271  1.374  4.79
Si  4.0836  4.0894  4.7475
Si  9.5947  4.0908  4.8435
Si  1.3898  6.7959  4.8026
Si  6.8378  6.8584  4.7846
Si  4.1181  9.5626  4.8346
Si  9.5825  9.5542  4.672
Si  2.7191  -0.0406  6.2112
Si  8.2841  -0.0189  6.0277
Si  0.0831  2.7171  6.2243
Si  5.3506  2.6668  6.132
Si  2.8013  5.4528  6.1941
Si  8.187  5.4968  6.1708
Si  -0.061  8.1809  6.0346
Si  5.5251  8.238  6.2311
Si  3.8857  1.4478  7.6377
Si  9.8672  1.0215  7.4089
Si  1.7557  3.8087  7.5446
Si  6.4711  4.3418  7.2986
Si  4.3639  6.6457  7.5435
Si  9.346  7.1258  7.4688
Si  1.066  9.6851  7.3927
Si  7.2067  9.4252  7.4522
O  9.5258  6.8502  24.4859
O  4.1395  1.3126  24.5652
O  8.2545  8.2567  8.0037
O  2.8204  2.651  8.1123
O  6.7405  4.0737  24.8626
O  1.356  9.6161  24.5463
O  5.4576  5.4703  7.9911
O  0.0094  -0.1054  7.9569
O  7.0852  3.3682  8.4768
O  6.7974  10.376  8.7325
O  10.1857  6.584  8.7998
O  1.5315  8.7743  8.6803
O  4.4899  0.5904  8.949
O  1.1781  4.6312  8.8763
O  9.0714  1.5466  8.767
O  3.7526  7.3364  8.9283
O  7.2073  8.1034  23.7388
O  8.7361  3.3273  23.4976
O  5.3493  5.8228  23.5484
O  2.0141  2.5193  23.5887
O  10.8432  0.855  23.866
O  0.8673  5.5787  23.7086
O  2.7855  7.4965  23.7362
O  6.036  10.4553  23.9051
Si  8.0998  0.258  21.2679
Si  2.0307  6.3482  22.8136
Si  6.2772  6.612  19.7263
Si  11.8726  -2.0664  13.6419
Si  2.7854  -2.7542  18.3946
Si  2.556  -0.551  11.7681
Si  -2.1383  -2.9837  13.6279
Si  0.7828  1.7702  22.8024
Si  2.1816  6.4651  12.2179
Si  0.5825  -3.0895  20.322
Si  8.5212  3.0245  9.1464
Si  -1.3669  3.9973  17.393
Si  6.7814  2.8772  11.3218
Si  3.7345  0.7207  14.1456
Si  4.9961  -4.3644  16.9992
Si  4.4195  -6.4921  12.1123
Si  0.1937  0.1058  20.6186
Si  5.8319  11.0839  9.831
Si  5.076  -1.7542  20.2097
Si  9.3591  3.6457  22.0279
Si  -3.0109  1.5948  16.8158
Si  6.7016  -1.3082  12.459
Si  -1.9786  4.9285  14.5056
Si  -0.1675  12.1901  17.6378
Si  10.6243  5.1127  9.3498
Si  6.6189  2.7233  21.2028
Si  6.5348  9.3227  22.8736
Si  6.2773  -2.93  14.736
Si  0.0307  -6.6739  12.3176
Si  2.5537  8.1025  9.7386
Si  1.9939  -0.5538  16.2301
Si  2.2445  2.2675  12.1116
Si  4.8039  5.1955  22.1398
Si  -1.6315  -5.1217  20.0609
Si  16.8051  5.103  14.6016
Si  6.3077  0.8071  19.0947
Si  6.8371  1.3226  13.8844
O  5.5812  -3.0336  16.206
O  2.3519  -9.9913  11.143
O  9.2728  0.7392  17.2
O  -3.2197  6.0736  20.1497
O  5.7518  4.1599  11.1859
O  1.3212  0.7941  21.5952
O  1.7673  7.0484  10.73
O  -1.2872  -5.9639  18.6963
O  14.5716  -0.4333  12.9882
O  5.2669  1.2127  14.2863
O  1.3962  -3.3786  18.9391
O  3.6343  -2.3387  19.7364
O  3.3086  0.174  15.6079
O  -0.1462  2.8936  17.5037
O  6.5595  0.986  17.4963
O  3.3083  3.3799  11.5934
O  6.2698  1.5466  10.5287
O  0.4593  -1.4898  20.5814
O  5.0352  5.2838  16.0003
O  7.3981  0.0402  13.0552
O  5.1594  -0.2615  19.5413
O  5.205  6.1091  20.8522
O  7.0645  1.3365  22.0046
O  8.27  3.2018  10.7393
O  3.7307  -5.0027  12.0494
O  0.218  0.771  19.1425
O  -2.7697  3.132  17.3507
O  0.7148  2.8108  12.02
O  -0.6507  -2.3766  13.652
O  12.0625  -1.0009  12.4161
O  7.0117  2.5848  12.8903
O  16.9952  6.5872  13.9556
O  -1.2415  0.4643  21.3284
O  5.9602  2.264  19.7735
O  -1.0998  3.9967  13.4703
O  2.4882  9.5057  17.5009
O  5.7036  -1.8439  13.6648
O  -2.8047  3.3298  20.9528
O  5.2614  -1.8468  21.8474
O  2.6801  1.8877  13.6546
O  3.1225  9.3218  10.6749
O  5.8753  -0.9574  11.0804
O  7.8159  9.7823  21.9861
O  1.3066  -1.5119  15.1144
O  7.7361  1.543  15.2088
O  5.5221  3.7065  21.9296
O  1.9765  -3.3008  13.3381
O  3.5195  -3.9271  17.5233
O  -3.0094  -2.4272  12.3219
O  7.3871  4.5084  14.764
O  7.729  11.1875  19.6838
O  5.9015  -4.8742  18.2479
O  1.3205  7.1011  21.5625
O  9.6025  4.0897  8.5884
O  9.6663  4.8737  15.9959
O  -1.1653  -5.8108  21.4776
O  -3.0552  -2.6065  14.9488
O  9.0133  6.3459  13.7039
O  -0.5295  4.9709  10.9501
O  -0.9042  -3.6736  20.0492
O  6.2656  8.2413  19.6069
O  3.157  5.2582  22.2772
O  1.232  5.2694  12.7869
O  11.8767  0.6024  16.6509
O  -0.1482  2.8761  22.0478
O  4.888  -6.728  13.6626

Results
free energy: -135734.554 eV
free energy less fixed offsets of O -568.88, Si -635.61 eV per atom: 0.776 eV

Forces (eV/angstrom), in the order of the atoms: element, x, y, z
Si  -0.0232  -0.0043  0.0211
Si  0.0152  -0.0028  0.0174
Si  0.0052  0.0206  0.0084
Si  0.002  0.0256  -0.0449
Si  -0.0019  -0.0032  0.0115
Si  -0.0116  -0.0078  0.0052
Si  0.011  -0.0071  0.0145
Si  0.0048  0.0146  0.0378
Si  -0.0065  0.0068  -0.0057
Si  -0.0116  -0.0177  0.0117
Si  0.0048  -0.0024  -0.0001
Si  0.0054  0  0.0063
Si  0.0073  -0.0072  0.0002
Si  0.0022  0.0047  -0.0032
Si  -0.0008  -0.0063  -0.0009
Si  0.0035  -0.0043  -0.0124
Si  0.0006  -0.0024  0.0085
Si  0.0029  -0.0016  0.0081
Si  -0.0043  -0.0068  0.0096
Si  -0.0015  0.0073  -0.0069
Si  -0.0009  0.004  0.0058
Si  -0.0044  -0.0078  0.0016
Si  -0.0077  0.0057  -0.0023
Si  0.0019  -0.0001  0.0081
Si  0.418  0.087  0.0446
Si  -0.0594  -0.0425  -0.2675
Si  0.0287  0.0916  0.0419
Si  -0.1075  -0.1374  -0.0172
Si  -0.0755  -0.1506  -0.1652
Si  -0.1132  0.2275  0.3133
Si  -0.3118  -0.0137  0.43
Si  0.0201  0.173  -0.2088
Si  0.1674  0.0524  0.0143
Si  0.0859  0.1264  0.0119
Si  0.0089  0.0009  -0.0287
Si  -0.1422  -0.0884  -0.0239
Si  0.0677  0.0601  -0.0059
Si  0.0892  0.0413  -0.0236
Si  -0.1734  -0.1206  -0.0061
Si  -0.0043  -0.1014  0.0117
Si  -0.0798  0.0123  0.0084
Si  0.0656  -0.0484  0.0107
Si  0.0251  -0.0143  -0.0294
Si  -0.0324  0.0193  -0.0561
Si  0.0456  -0.037  0.0014
Si  -0.0433  0.0689  0.0103
Si  -0.0014  0.0287  -0.0517
Si  -0.0311  0.0317  -0.0266
Si  0.0323  -0.0407  0.0075
Si  -0.033  0.0207  0.0314
Si  0.0122  0.061  0.0059
Si  0.0248  -0.0361  0.0186
Si  -0.0357  0.0065  0.029
Si  0.0326  -0.0415  -0.0024
Si  0.031  -0.0253  0.0162
Si  0.0021  0.0025  0.0173
Si  -0.0154  0.0333  0.0237
Si  0.0474  -0.015  0.0022
Si  -0.0666  -0.1026  -0.0105
Si  0.0373  0.0972  0.0263
Si  0.0039  -0.0102  0.0098
Si  -0.0835  0.0042  0.0177
Si  -0.0182  0.0961  0.005
Si  0.0033  -0.0526  -0.0183
Si  0.34  0.2013  -0.4025
Si  -0.0252  -0.0901  0.1601
Si  -0.2406  -0.0906  -0.2792
Si  0.102  0.1286  0.2685
Si  0.0391  -0.2002  0.1856
Si  0.1064  0.0313  -0.0212
Si  0.1185  -0.0578  0.3123
Si  -0.2841  -0.1655  -0.5701
Si  -0.0002  0.0047  0.0082
Si  0.0039  0.0006  -0.0061
Si  -0.0046  -0.0048  0
Si  -0.0002  -0.0024  0.0023
Si  0.0036  -0.0022  -0.0104
Si  -0.0039  0.0029  0.0018
Si  0.0016  -0.0014  -0.0056
Si  -0.0036  0.0019  -0.0055
Si  0.0018  -0.0061  0.0025
Si  -0.0008  0.0021  0.0106
Si  0  0.0011  0.0023
Si  0.0027  0.0008  0.0056
Si  -0.0035  -0.0011  0.0071
Si  0.0101  -0.0007  0.0003
Si  0.0027  -0.0042  0.0064
Si  0.0027  0.0062  0.0068
Si  0.0045  -0.0045  -0.0139
Si  -0.0156  0.0219  -0.0202
Si  -0.013  0.0062  -0.0141
Si  0.0116  -0.0107  -0.0105
Si  -0.0076  0.0153  -0.0072
Si  0.0048  -0.0219  -0.0073
Si  0.0192  -0.0055  -0.0137
Si  -0.0203  0.0035  -0.0278
O  0.0045  -0.0003  -0.0139
O  -0.0062  0.0013  -0.0069
O  -0.0003  0.003  0.0108
O  0.001  -0.0003  0.0101
O  0.004  -0.0091  0.0035
O  -0.0001  0.0009  -0.0084
O  -0.0046  0.0014  0.0111
O  0.0014  -0.0011  0.0128
O  -0.0018  -0.0079  0.013
O  -0.0008  0.0054  0.0126
O  0.0033  0.0036  0.0044
O  -0.0023  -0.0039  0.0078
O  0.002  -0.0027  0.0076
O  0.0027  0.0031  0.0073
O  -0.0039  -0.0021  0.0095
O  -0.0038  0.0024  0.0057
O  -0.0016  -0.0033  -0.0043
O  -0.0069  -0.0048  0.0275
O  -0.0019  -0.0001  -0.006
O  -0.0083  -0.005  -0.0007
O  0.0026  0.0072  -0.0012
O  0.0076  0.0024  -0.0042
O  -0.0005  -0.0086  -0.0056
O  0.0012  0.002  -0.0052
Si  -0.0013  -0.0042  0.0016
Si  0.0076  -0.0056  -0.0017
Si  -0.0042  -0.0028  -0.0012
Si  -0.0007  -0.0009  0.008
Si  0.0015  0.0004  -0.0021
Si  0.006  -0.0024  -0.0015
Si  0.0024  -0.0019  0.0053
Si  -0.001  0.0063  0.0018
Si  -0.0015  0.0004  -0.0048
Si  0.0053  -0.0034  -0.0031
Si  0.0019  0.0019  -0.0183
Si  0.0013  -0.0013  0.0033
Si  0.0039  -0.0101  0.0008
Si  0.0035  -0.0016  0.0061
Si  -0.0012  -0.0015  -0.0018
Si  0.0029  0.0006  0.0062
Si  -0.0043  0.0046  -0.0028
Si  0.0008  0.0037  -0.0033
Si  -0.0032  0.0011  0.0031
Si  0.0016  0.0012  0.0014
Si  0.0014  0.0013  0
Si  -0.0033  0.0022  0.0016
Si  -0.0008  -0.001  0.0044
Si  -0.0003  0.0022  -0.0035
Si  0.0004  -0.003  -0.0107
Si  0.002  0.0014  -0.0021
Si  0.0014  -0.0054  -0.0054
Si  0.0002  -0.0005  0.0033
Si  -0.0066  0.0046  -0.0027
Si  0.0058  -0.0075  -0.0043
Si  0.0011  0.0011  0.0044
Si  0.0011  -0.0007  0.0011
Si  -0.0039  0.002  0.0027
Si  0.0021  -0.0053  -0.0012
Si  -0.0003  -0.0004  0.005
Si  -0.0001  0.0014  -0.0064
Si  0.0017  0.0027  0.0041
O  0.0002  0.0006  0.0012
O  -0.0019  0.0012  0.0006
O  0.0005  -0.0008  0.0011
O  0.0009  0.0005  0.0044
O  -0.0033  0.0038  -0.0019
O  0.0042  -0.0064  -0.0026
O  0.0008  -0.0008  0.0056
O  -0.001  -0.0005  0.0009
O  -0.0003  0.0021  0.0025
O  -0.002  -0.0015  -0.0015
O  -0.0011  -0.0001  0.0033
O  -0.0024  -0.0015  0.001
O  0.0001  0.0004  -0.0029
O  0.001  -0.0001  0.0025
O  -0.0013  -0.0011  0.0017
O  -0.0009  -0.0003  -0.0005
O  0.0011  0.0054  0.0022
O  -0.0009  -0.0018  0.0046
O  0.0005  -0.0004  0.0009
O  -0.0003  -0.0004  -0.0016
O  0.0018  0.0021  0.0034
O  0.0052  0.0027  -0.0015
O  0.0004  -0.0036  0.0043
O  -0.003  0.0008  0.0078
O  0.0005  -0.0011  -0.0009
O  0.0002  -0.0016  0.0017
O  0.0002  -0.0002  0.0015
O  0.0031  -0.0021  -0.0004
O  0.0008  -0.0008  -0.0019
O  -0.0023  0  -0.0013
O  0.0005  -0.003  0.0022
O  0.0012  0.0009  -0.0012
O  0.0044  -0.0024  0.0023
O  -0.001  -0.0021  0.0021
O  0.0003  -0.0001  0.0005
O  -0.0006  -0.0009  0.0014
O  0.0004  -0.0001  0.0005
O  -0.0024  -0.002  0.0032
O  -0.0045  -0.0013  -0.0038
O  -0.0001  -0.0006  -0.0006
O  0.0005  0.0062  0.0043
O  0.0018  -0.0061  0.0063
O  0.0042  0.0071  -0.0012
O  -0.0003  -0.0014  -0.0032
O  -0.0013  -0.001  0
O  0.0028  -0.0011  0.0042
O  -0.0007  0.0024  0.0005
O  0.0007  0.0008  0.003
O  0.0021  -0.0013  -0.0027
O  0.0013  0.0004  -0.0007
O  0.0001  0.0001  0.0032
O  0.0015  -0.0006  0.0026
O  -0.0053  0.0059  -0.0025
O  0.0019  0.0006  0.0003
O  0.0004  0.0001  -0.0014
O  -0.0006  0.0022  -0.0017
O  0.0001  0  -0.0006
O  0.0002  0.0026  -0.0001
O  -0.0003  -0.0039  0.0098
O  -0.001  0.0007  0.0053
O  0.0034  -0.0013  0.0031
O  0.0034  0.0012  0.0037
O  0.0033  -0.0001  0.0009
O  0.0006  -0.0017  0.0021
O  -0.0001  -0.001  0.0019
O  -0.0007  0  -0.0022

The program warned: the cutoff lies below the one the program advises for these potential files; the forces do not sum to zero within the program's tolerance; the exchange-correlation potential is rough where the density is thin.
